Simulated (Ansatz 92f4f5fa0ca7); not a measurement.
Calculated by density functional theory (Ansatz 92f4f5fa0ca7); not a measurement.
Periodic cell of 226 atoms, Si133O92B1, from a study of silicon, its oxide and their interface. The atomic structure is a simulated model.
Doubt: the cutoff is far below the 930 eV that the study's wrapper takes by default for these files, so forces and energies are approximate.
This geometry differs little from another in the collection (a relaxation step or a small displacement).

Settings: functional PBE; potential files Ansatz PAW; basis plane waves; wave-function cutoff 580 eV; density cutoff ratio 5; exchange-correlation grid ratio 1; k mesh 1 x 1 x 1, Gamma-centred; self-consistency stop 5e-08 eV per atom in the density residual; occupations fixed; spin none; net charge -1 e, with a uniform compensating background and no finite-size correction.

Cell vectors (angstrom)
a  10.938  0  0
b  0  10.938  0
c  0  0  31.9494

Atoms and the computed forces on them: element, x, y, z (angstrom), force x, y, z (eV/angstrom)
Si  10.6236  0.0007  24.4348  -0.0054  -0.0041  -0.0132
Si  5.0751  0.1274  24.6829  0.0003  -0.0014  -0.0112
Si  2.8179  2.2936  24.5479  0.0006  0.0003  -0.0102
Si  8.5645  2.4331  24.5811  0.0008  0.0022  -0.0115
Si  10.7029  5.5859  24.3542  0.0027  0.0026  -0.0138
Si  5.1534  5.6133  24.4673  -0.0001  -0.002  -0.0108
Si  2.9838  7.9506  24.4234  -0.0003  -0.0002  -0.0154
Si  8.4128  7.8295  24.4331  0.0025  0.0035  -0.0115
Si  1.2894  1.1306  25.8571  -0.0007  0.0023  0.0022
Si  6.8132  1.327  25.7679  -0.0027  -0.0001  0.0046
Si  3.9816  4.0103  25.7504  0.0008  -0.0018  0.0039
Si  9.6829  4.0196  25.8694  -0.0026  0.0002  0.0026
Si  1.3346  6.7923  25.6896  -0.0033  -0.0007  0.0059
Si  6.8002  6.7212  25.7688  -0.0001  -0.0004  0.0017
Si  3.9996  9.4661  25.9713  -0.0001  0.0008  0.0024
Si  9.4803  9.4386  25.8175  -0.0014  0.0003  0.0044
Si  2.6328  -0.135  27.3095  0.0035  0.0004  -0.0009
Si  8.141  -0.0721  27.1737  0.007  0.0021  0.001
Si  0.0742  2.6519  27.2331  -0.0021  -0.0024  0.0013
Si  5.4454  2.7219  27.1396  -0.003  -0.0012  0.002
Si  2.6647  5.4141  27.1333  0.0024  0.0043  0.003
Si  8.1872  5.3671  27.1552  0.0017  0.0001  0.0044
Si  0.0065  8.151  27.1548  0.0027  0.0011  0.002
Si  5.5089  8.1406  27.2033  -0.0011  -0.0005  0.0024
Si  4.0795  1.3245  28.5268  0.0048  0.0033  -0.0019
Si  9.5476  1.3136  28.5378  -0.0025  -0.0043  -0.0016
Si  1.3859  4.0619  28.5902  0.0066  -0.0013  0.0045
Si  6.8053  4.0619  28.5531  0.0008  -0.0006  0.0021
Si  4.0815  6.7759  28.5151  -0.0016  -0.0062  -0.0019
Si  9.5539  6.7769  28.5077  0.0024  -0.0029  -0.0029
Si  1.2907  9.4798  28.6524  -0.0074  -0.0079  0.0109
Si  6.823  9.5295  28.5938  0.0015  -0.0009  0.0043
Si  -0.0365  -0.0224  29.9697  0.0024  -0.0022  -0.0033
Si  5.4514  -0.0138  29.9262  -0.0002  -0.0023  -0.0003
Si  2.7629  2.7108  29.9378  -0.0041  0.0059  0
Si  8.1836  2.6992  29.9047  -0.0021  0.0021  -0.0016
Si  -0.0198  5.4359  29.9154  -0.0027  -0.0001  0.0001
Si  5.4568  5.4526  29.9238  -0.0007  -0.0001  -0.0008
Si  2.7383  8.1443  29.9354  -0.003  0.0066  -0.0032
Si  8.2215  8.1632  29.9192  -0.0037  0.0033  0.0011
Si  1.3684  1.3711  31.3116  0.0008  -0.0019  -0.0013
Si  6.8231  1.3639  31.2951  0.0013  0.0004  0.0014
Si  4.1179  4.0813  31.3063  0.0009  -0.0018  -0.0006
Si  9.5453  4.0803  31.2822  -0.0002  0.0008  -0.0013
Si  1.3558  6.8075  31.2937  0.0006  -0.0008  0.0008
Si  6.8277  6.8386  31.3025  0.0022  0.0004  -0.0018
Si  4.0874  9.5602  31.2941  0.0003  -0.0014  -0.0009
Si  9.5489  9.5435  31.3198  0.0012  0.0004  -0.0004
Si  2.7658  0.0219  0.7329  -0.0019  -0.0016  0.0002
Si  8.2017  0.0117  0.7096  -0.0004  -0.0011  0.0002
Si  -0.0162  2.7468  0.7283  0.0002  0.0029  -0.0001
Si  5.4859  2.7478  0.7438  -0.0011  0.002  -0.0006
Si  2.7397  5.4636  0.7007  0  0.0001  -0.0011
Si  8.2012  5.4641  0.7178  0.0003  0.0003  0.0005
Si  0.0218  8.2098  0.7295  -0.0024  0.0008  -0.0017
Si  5.4853  8.2499  0.7367  -0.004  0.0015  -0.0006
Si  4.1547  1.3706  2.137  0.0048  0.0026  0.0043
Si  9.5507  1.3813  2.0994  -0.0038  -0.0095  -0.0008
Si  1.3581  4.1396  2.0757  0.0037  -0.002  0.001
Si  6.8639  4.1041  2.1177  0.0009  -0.0054  -0.0007
Si  4.0958  6.8602  2.0566  0.0012  -0.0028  0.0017
Si  9.5768  6.8446  2.0808  -0.0011  -0.0001  0.0009
Si  1.3773  9.6218  2.0883  0.0046  -0.0013  0.0008
Si  6.8192  9.6774  2.1174  0.0138  0.0006  0.0042
Si  0.0153  0.0475  3.4804  0.0018  -0.0007  0.0031
Si  5.6482  0.2045  3.6125  -0.0214  -0.0081  0.013
Si  2.7297  2.7728  3.4126  -0.0014  -0.0029  -0.0037
Si  8.1007  2.6224  3.5112  -0.0295  -0.0088  0.0483
Si  0.0076  5.4978  3.4799  0.0015  0.0068  0.0112
Si  5.473  5.5208  3.4291  -0.0029  -0.0003  0.0007
Si  2.7683  8.2695  3.4212  -0.0053  0.0027  0.0016
Si  8.2432  8.3022  3.3886  0.0043  0.0129  -0.0047
Si  1.3776  1.4621  4.848  -0.0043  0.0017  -0.0069
B  6.912  1.473  4.7268  0.064  0.0096  -0.0841
Si  4.1165  4.1048  4.7693  0.0041  0.0021  -0.0052
Si  9.5614  4.0346  4.7626  -0.0047  -0.0044  -0.0057
Si  1.3642  6.9741  4.83  -0.0043  -0.0023  -0.0176
Si  6.8455  6.9887  4.7208  -0.0069  0.001  0.0046
Si  4.1553  9.6332  4.7917  0.0077  0.0062  -0.0016
Si  9.5636  9.6403  4.8507  -0.0035  -0.0054  -0.0157
Si  2.7613  0.0488  6.1447  0.0085  -0.008  -0.0109
Si  8.1435  0.2746  5.9336  -0.0057  -0.0025  0.0216
Si  0.0099  2.8064  6.3012  0.0004  0.0066  -0.009
Si  5.6856  2.6869  5.8954  -0.0304  0.0172  0.0276
Si  2.7604  5.5722  6.1099  0.0042  0.0014  0.0061
Si  8.2565  5.5867  5.9397  0.0007  -0.0069  -0.0161
Si  0.0171  8.3219  6.3386  0.0035  0.0049  0.0012
Si  5.5209  8.304  6.2203  -0.0068  -0.002  -0.01
Si  4.4747  1.2048  7.262  0.0043  0.0101  0.0283
Si  9.7453  1.1459  7.538  -0.0026  -0.0053  0.0293
Si  1.1746  4.5153  7.4897  0.0056  -0.0095  0.0184
Si  6.6315  4.4719  7.1612  -0.0053  0.0031  0.0247
Si  4.3317  6.686  7.4952  0.0023  -0.0053  0.0118
Si  9.7226  6.6187  7.4711  0.0004  0.0018  0.0277
Si  1.2467  9.9442  7.6629  -0.002  0.0019  0.0275
Si  6.7367  10.0091  7.3535  0.0117  0.0113  0.0012
O  9.5792  1.2366  23.9886  0.0039  0  0.0027
O  4.1005  6.8006  23.9501  0.0007  0.0027  0.0036
O  4.0104  1.2413  24.044  -0.0008  -0.0001  0.002
O  9.5323  6.6994  23.903  -0.0008  -0.0003  0.0028
O  -0.0243  5.5656  8.0036  0.0024  0.0069  -0.0112
O  5.5538  0.1092  7.9162  -0.0075  0.0013  0.0018
O  0.0049  0.0726  8.0812  -0.0142  -0.0049  -0.0246
O  5.4908  5.5242  7.7889  -0.0012  -0.0151  -0.0191
O  7.5655  3.9656  8.4176  0.0018  -0.0037  -0.0025
O  8.7249  7.0616  8.741  0.0063  -0.0052  -0.0097
O  2.1446  9.4406  9.0152  -0.0056  0.0041  -0.0086
O  8.8698  1.6749  8.8848  0.0045  -0.0042  -0.0076
O  7.6815  9.5218  8.6356  -0.0029  0.0021  -0.0052
O  3.692  1.933  8.5156  0.0044  0.014  -0.0093
O  3.6135  7.2213  8.9208  0.0006  0.0004  -0.0055
O  2.0621  4.0508  8.8223  0.0009  -0.0005  -0.0027
O  8.1349  3.4782  23.363  0.0026  -0.0025  0.0046
O  0.4438  4.9275  22.9632  -0.0036  0.0041  0.0064
O  1.9054  2.7371  23.2444  0.0034  -0.0023  0.006
O  5.8273  4.9069  23.1266  -0.0047  0.0046  0.0059
O  5.5239  10.0075  23.5022  -0.0024  0.0019  0.004
O  2.4399  8.6839  23.0293  0.0042  -0.0039  0.0076
O  0.1867  10.0706  23.0895  -0.0032  0.0042  0.0077
O  7.7794  8.5727  23.0832  0.0039  -0.0052  0.0056
Si  8.6585  7.7023  18.4394  -0.0001  0.0001  0.0009
Si  8.7928  6.3552  13.6131  0  0.0005  0.0006
Si  3.7985  1.5469  14.7035  0.0002  -0.0003  0.0007
Si  2.1371  5.7444  17.6215  0.0006  0.0002  0.0008
Si  2.4143  3.1432  19.4979  0.0011  -0.0003  -0.0005
Si  9.8168  9.0283  12.0543  0.0008  0.0015  0.0032
Si  1.3281  9.4178  22.0895  0.0001  0.0003  -0.0062
Si  9.1789  0.9664  13.1832  0.0002  -0.0003  0.0002
Si  1.4226  5.0472  13.0059  0.0001  0.0003  0.0002
Si  1.7964  8.2448  12.7855  -0.0019  0.0001  0.003
Si  6.6508  9.5583  22.4366  -0.0012  0.002  -0.0034
Si  4.5282  4.6074  15.6889  -0.0001  -0.0006  0.001
Si  8.1975  3.0157  9.543  -0.0006  0.005  0.0019
Si  0.8423  8.2462  19.2641  -0.0001  -0.001  -0.0011
Si  6.9531  1.3497  21.0904  -0.0003  -0.0002  -0.0005
Si  8.2367  8.3525  9.6182  -0.0028  0.0013  0.006
Si  10.8961  5.1974  15.5905  -0.0003  -0.0002  0.0011
Si  7.5723  9.4985  16.3026  0.0001  0.0006  0.001
Si  9.9327  2.0586  20.2954  -0.0003  -0.0003  -0.0008
Si  3.2048  8.5062  9.8746  0.0045  -0.0017  0.0079
Si  6.6934  3.3581  17.4048  0  -0.0002  0.0005
Si  1.1669  0.2067  19.8082  -0.0004  0.0004  -0.0003
Si  3.2541  2.818  12.2583  -0.0009  0.0005  0
Si  7.2149  5.4  19.6911  -0.0003  0.0007  -0.001
Si  5.7451  8.6913  11.5094  0.0007  -0.0008  0.0017
Si  5.8006  6.0901  13.19  0  -0.0002  0.001
Si  4.6389  9.7121  17.6113  0.0002  0.0002  0.0006
Si  1.0198  3.5961  22.1867  -0.0004  -0.0019  -0.0054
Si  4.8995  1.4876  18.7999  -0.0004  0  0.0005
Si  3.2242  3.1302  9.481  -0.0012  -0.02  -0.0135
Si  6.4553  10.8233  13.7747  0.0003  0.0007  0.0015
Si  10.3563  0.1188  15.9552  -0.0002  -0.0005  0.0011
Si  5.6794  3.6755  11.1483  0.0003  0.0008  0.0031
Si  9.8335  3.8945  11.8739  0.0017  -0.0003  0.0034
Si  2.3499  9.9251  15.5172  -0.0002  0.0002  0.0014
Si  6.0771  8.1338  19.8005  0.0001  -0.0007  -0.0008
Si  6.931  3.9707  22.3862  0.0014  -0.0022  -0.0039
Si  9.7565  2.777  17.3599  -0.0001  -0.0002  -0.0001
O  7.207  6.3862  13.9785  -0.0001  0  -0.0001
O  1.8808  7.0569  18.6721  -0.0005  0.001  -0.0003
O  10.295  4.0293  16.5124  0  0  -0.0004
O  6.1739  9.9638  17.0462  -0.0006  0  -0.0003
O  10.1577  0.7152  14.4577  -0.0005  0.0003  -0.0008
O  8.445  6.1222  18.8644  -0.0004  -0.0006  -0.0006
O  5.1785  0.6917  14.4241  0.0002  -0.0001  -0.0004
O  5.7172  2.0649  17.5216  -0.0004  -0.0003  -0.0002
O  8.3466  1.9425  20.5394  -0.0009  -0.0002  -0.0004
O  1.9968  4.298  18.4038  -0.0003  -0.0012  0.0002
O  6.9702  2.8093  10.634  0.0022  -0.0005  -0.002
O  4.8915  2.7254  12.2209  0.0006  0.0009  -0.0007
O  6.0283  4.3974  16.3367  0.0001  -0.0001  -0.0002
O  4.5637  3.9808  9.9678  -0.0017  -0.0004  -0.0027
O  10.6904  2.7727  21.5526  0.0017  0.0016  0.0016
O  9.7327  6.1549  14.9508  -0.0003  0.0001  -0.0008
O  6.0078  6.4971  19.841  0.0001  -0.0001  -0.0007
O  4.0862  0.1765  18.2692  -0.0001  0.0005  -0.0006
O  9.2596  10.5477  12.2755  -0.0002  -0.0018  0
O  2.8538  4.3553  12.6813  0.0001  -0.001  0.0004
O  1.9105  10.6979  21.2136  0  -0.0017  0.0019
O  3.993  2.7215  19.3878  -0.0006  0.0003  -0.0008
O  0.7381  10.0457  15.9484  0.0001  0  -0.0004
O  1.278  9.8032  18.8361  0  0.0003  0.0001
O  1.7145  1.6618  19.2775  -0.0003  -0.0002  -0.0007
O  8.9475  10.3843  16.4775  0  0.0001  -0.0005
O  4.878  8.5915  18.7839  0.0007  -0.0005  0.0003
O  9.5769  8.7673  10.4661  -0.0018  -0.0019  -0.0043
O  6.7415  4.1003  18.8512  0.0003  0.0009  0.0004
O  2.8533  1.7244  13.3736  0.0001  0.0004  0
O  5.8296  8.7822  21.2636  0.0009  0.0017  0.0028
O  2.5867  2.438  10.83  0.0046  0.0051  -0.0075
O  7.6087  4.8498  21.1764  -0.0006  -0.0017  0.0027
O  5.2364  7.4949  12.5364  0  0.001  -0.0007
O  0.433  9.0637  12.4868  -0.0002  -0.0005  -0.0001
O  7.5904  1.0588  13.5784  -0.0001  0.0002  -0.0001
O  7.1053  9.6325  14.7342  -0.0001  0  -0.0008
O  8.9769  5.0246  12.6832  0.0004  -0.0009  -0.0006
O  8.0934  8.0383  16.9095  0.0004  -0.0007  0.0001
O  6.2126  2.5753  21.8925  0  0.002  0.0006
O  2.4599  9.0609  14.0886  0  -0.0008  -0.0011
O  0.4188  4.4833  11.8509  -0.0012  0  0.0001
O  0.8143  8.3164  20.9345  0.0007  0.0014  0.0032
O  9.3804  3.8223  10.3234  -0.0025  -0.0016  -0.0038
O  9.6582  2.3847  12.5179  -0.0003  0.0017  -0.0005
O  7.6225  8.5706  19.3896  -0.0009  0.0001  -0.0004
O  2.5464  8.1461  11.3396  0.0018  0.0009  -0.0052
O  3.9811  3.0646  15.3557  -0.0001  -0.0003  -0.0007
O  0.8477  4.4832  14.4278  0.0003  0  -0.0008
O  10.0567  2.9971  18.952  0.0002  -0.0006  0.001
O  9.15  7.7975  12.9228  0  0.0006  -0.0004
O  10.5132  0.5366  20.0743  -0.0001  0.0002  -0.0006
O  6.0624  5.0524  11.9422  -0.0003  -0.0019  -0.0005
O  8.1538  2.7542  17.0156  -0.0001  0  -0.0004
O  3.5335  5.478  16.7186  -0.0002  0  -0.0005
O  4.6373  9.1534  10.3845  -0.0022  0  -0.0019
O  1.5286  6.669  13.1709  0.0004  0.0004  0.0002
O  4.7659  5.5099  14.3346  0.0005  0.0004  -0.0007
O  2.0411  3.8549  20.9248  -0.0017  0.0005  0.0027
O  10.5452  1.406  16.9458  0  0.0005  -0.0003
O  0.9453  6.0635  16.5501  0.0001  -0.0001  -0.0004
O  7.3417  10.9499  21.9297  -0.0001  -0.0019  0.0005
O  5.9335  0.9115  19.9126  0.0017  0.0001  0.0007
O  6.069  10.0428  12.3898  -0.0005  -0.0018  -0.0015
O  2.8484  0.5498  15.57  0.0001  0.0001  -0.0005
O  7.0488  8.0683  10.723  0.0022  0.0002  -0.0006
O  10.245  8.0183  18.6869  0.0008  0.0003  -0.0006
O  3.4541  9.2076  16.5594  0.0002  0.0001  -0.0004

Results
free energy: -137022.838 eV
free energy less fixed offsets of B -154.04, O -568.88, Si -635.61 eV per atom: 4.292 eV

The program warned: the cutoff lies below the one the program advises for these potential files; the exchange-correlation potential is rough where the density is thin.
